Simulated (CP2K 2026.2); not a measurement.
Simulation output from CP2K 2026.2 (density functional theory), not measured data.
Periodic cell of 504 atoms, Si360O144, from a study of silicon, its oxide and their interface. The atomic structure is a simulated model.
Doubt: the forces sum to 1.15 eV/angstrom along one axis rather than to zero, so they err by at least 0.0023 eV/angstrom per atom on average; the grid cutoff is modest.

Settings: functional PBE; method Gaussian and plane waves; basis set DZVP-MOLOPT-SR-GTH; pseudopotentials GTH-PBE; grid cutoff 350 Ry, relative cutoff 50 Ry; k points Gamma only; occupations fixed; spin none; net charge 0.

Cell vectors (angstrom)
a 16.32 0 0
b 0 16.32 0
c -1.8746 -0.2205 33.606

Atoms and the computed forces on them: element, x, y, z (angstrom), force x, y, z (eV/angstrom)
Si 1.122 15.334 0.371 -0.18 -0.027 0.644
Si 3.805 1.599 0.032 0.155 -0.057 0.69
Si 1.637 3.874 0.013 -0.247 0.073 0.72
Si 3.633 6.96 0.194 0.234 0.028 0.708
Si 1.562 9.304 0.015 -0.096 0.237 0.714
Si 2.614 11.839 33.558 -0.258 0.062 0.731
Si 7.145 14.619 0.095 0.049 0.118 0.738
Si 9.498 1.544 0.239 0.106 -0.258 0.715
Si 5.209 3.44 33.602 -0.322 0.453 0.584
Si 9.754 6.406 0.097 0.026 0.167 0.809
Si 4.624 9.441 33.587 0.109 -0.128 0.764
Si 7.406 12.117 33.546 0.165 -0.123 0.745
Si 12.289 14.732 0.239 -0.05 0.263 0.803
Si 15.26 1.142 0.061 -0.198 0.111 0.771
Si 12.071 4.32 0.014 0.192 -0.118 0.762
Si 14.738 7.129 0.077 0.044 -0.142 0.794
Si 10.656 9.119 33.546 -0.231 0.082 0.792
Si 12.789 12.45 33.598 0.244 -0.336 0.752
Si 2.713 0.166 1.548 0.052 0.035 0.01
Si 5.421 2.687 1.341 -0.005 0.031 -0.015
Si 2.61 5.396 1.523 0.006 -0.069 -0.018
Si 5.339 8.134 1.328 -0.006 -0.003 -0.042
Si 2.776 10.934 1.22 0.015 0.026 -0.061
Si 5.546 13.545 1.418 -0.005 0.013 -0.005
Si 8.266 16.23 1.386 -0.043 -0.001 -0.015
Si 10.983 2.795 1.471 0.008 0.07 -0.039
Si 8.145 5.322 1.365 -0.033 -0.052 0.011
Si 10.906 8.141 1.229 0.034 0.009 -0.047
Si 8.11 10.809 1.294 -0.055 0.009 -0.058
Si 10.793 13.454 1.436 -0.049 -0.025 -0.055
Si 13.58 0.044 1.346 0.029 -0.007 -0.064
Si 0.056 2.735 1.369 0.009 -0.014 -0.047
Si 13.598 5.505 1.345 0.019 0.029 -0.05
Si -0.009 8.233 1.4 -0.004 -0.01 -0.051
Si 13.654 10.916 1.276 0.021 0.021 -0.057
Si -0.075 13.663 1.427 -0.019 -0.044 -0.045
Si 1.361 1.481 2.885 -0.025 0.001 0.042
Si 4.125 4.094 2.758 -0.002 -0.031 0.014
Si 1.25 6.797 2.794 -0.014 0.011 0.02
Si 4.036 9.544 2.703 -0.009 -0.001 0.01
Si 1.381 12.255 2.635 -0.01 -0.021 -0.007
Si 4.112 14.96 2.694 -0.003 0.02 -0.017
Si 6.796 1.279 2.682 0.035 0.006 0.024
Si 9.511 4.054 2.802 -0.004 0.006 0.039
Si 6.783 6.78 2.639 -0.004 0.011 -0.002
Si 9.527 9.473 2.621 0.011 -0.002 -0.025
Si 6.841 12.167 2.781 0.013 0.004 0.023
Si 9.55 14.898 2.803 0.018 0.017 0.026
Si 12.301 1.388 2.768 -0.03 -0.036 0.025
Si 14.962 4.105 2.677 -0.004 -0.006 -0.015
Si 12.227 6.84 2.715 -0.013 -0.01 0.016
Si 14.983 9.612 2.728 -0.02 0.002 0.026
Si 12.234 12.149 2.722 0.03 0.009 0.031
Si 14.888 15.002 2.787 0.004 0.012 0.044
Si -0.02 0.028 4.131 0.004 0.012 -0.041
Si 2.764 2.793 4.18 -0.012 0.014 -0.002
Si -0.066 5.435 4.134 0.007 -0.001 0.004
Si 2.685 8.169 4.073 0.041 0.025 -0.026
Si 0.044 10.928 4.072 0.004 0.009 0.012
Si 2.725 13.604 4.034 -0.008 -0.012 -0.001
Si 5.452 16.29 4.092 0.007 0.006 -0.012
Si 8.141 2.653 4.084 0.011 -0.004 -0.011
Si 5.469 5.463 4.086 -0.002 -0.019 0.002
Si 8.16 8.135 4.008 -0.02 0.009 0.002
Si 5.425 10.845 4.1 0.004 -0.012 -0.015
Si 8.169 13.561 4.139 -0.03 -0.028 -0.017
Si 10.917 -0.007 4.098 -0.012 -0.017 -0.028
Si 13.642 2.752 4.101 0.01 0.019 -0.006
Si 10.873 5.471 4.098 -0.017 0.023 -0.035
Si 13.603 8.203 4.061 -0.002 -0.013 -0.029
Si 10.863 10.809 4.06 -0.001 -0.001 -0.001
Si 13.55 13.582 4.093 0.026 0.013 -0.023
Si 1.354 14.955 16.354 0.003 0 0.01
Si 4.067 1.334 16.373 0.001 -0.021 0.025
Si 1.304 4.047 16.335 -0.021 0.005 0.003
Si 4.073 6.808 16.278 0.009 -0.007 0
Si 1.353 9.525 16.295 0.007 -0.014 -0.003
Si 4.073 12.26 16.276 0.013 -0.007 -0.001
Si 6.78 14.952 16.288 -0.005 -0.005 -0.005
Si 9.546 1.364 16.325 -0.007 0.021 0.01
Si 6.796 4.038 16.297 -0.007 -0.021 -0.008
Si 9.529 6.783 16.263 -0.009 0.019 0.006
Si 6.79 9.531 16.241 -0.018 0.021 -0.014
Si 9.534 12.237 16.298 0.017 -0.004 0.015
Si 12.26 14.987 16.346 0.008 0.009 0.006
Si 14.947 1.36 16.332 -0.01 0.015 -0.005
Si 12.262 4.057 16.311 0.009 -0.007 0.007
Si 14.975 6.787 16.324 0.002 -0.01 0.005
Si 12.256 9.553 16.297 -0.008 -0.001 -0.002
Si 14.972 12.278 16.366 0.009 -0.003 0.014
Si 2.705 -0.04 17.75 0.002 0.023 0.01
Si 5.467 2.687 17.709 0.037 0.023 0.047
Si 2.667 5.465 17.6 0.008 0.002 -0.021
Si 5.484 8.151 17.606 -0.01 -0.002 0.025
Si 2.709 10.91 17.615 -0.007 0.001 0.009
Si 5.427 13.596 17.661 0.012 -0.019 0
Si 8.136 0 17.618 -0.022 -0.007 -0.008
Si 10.938 2.7 17.706 -0.002 -0.015 0.024
Si 8.179 5.398 17.607 -0.014 0.016 -0.001
Si 10.874 8.176 17.591 0.019 -0.015 0.016
Si 8.105 10.903 17.612 -0.022 -0.021 0.022
Si 10.915 13.584 17.657 -0.018 0.004 -0.002
Si 13.606 0.04 17.738 -0.001 -0.02 -0.002
Si -0.054 2.685 17.744 -0.019 0.008 0.033
Si 13.642 5.386 17.673 0.026 0.031 0.031
Si -0.005 8.182 17.675 -0.005 0.014 -0.008
Si 13.609 10.899 17.698 0.006 -0.005 0.031
Si -0.01 13.649 17.768 -0.009 0.004 0.048
Si 1.288 1.292 19.1 0.003 -0.024 -0.016
Si 4.031 4.124 18.916 0.002 -0.028 -0.052
Si 1.347 6.809 19.009 -0.001 -0.004 -0.006
Si 4.128 9.563 18.893 0.016 0.019 -0.043
Si 1.369 12.221 19.051 0.022 -0.037 -0.052
Si 4.082 14.885 19.088 -0.038 0.037 0.003
Si 6.838 1.283 19.094 0.018 -0.026 -0.053
Si 9.55 4.079 18.984 -0.021 0.014 -0.004
Si 6.84 6.754 18.955 -0.02 0.027 -0.038
Si 9.435 9.494 18.903 -0.026 -0.034 -0.033
Si 6.798 12.278 19.032 0.029 -0.022 0.012
Si 9.497 14.951 18.921 -0.005 -0.002 -0.021
Si 12.27 1.368 19.164 0.017 0.009 0.006
Si 14.915 4.025 19.167 -0.018 -0.001 -0.024
Si 12.28 6.829 18.902 0.005 0.007 -0.019
Si 14.972 9.539 19.064 -0.004 0.007 -0.002
Si 12.27 12.266 19.073 -0.022 0.025 -0.019
Si 14.946 15.054 19.161 0.024 0.005 0.002
Si -0.032 0.034 20.666 -0.016 0.02 0.015
Si 2.696 2.748 20.247 -0.015 0.044 0.03
Si 0.022 5.464 20.423 0.004 -0.002 0.038
Si 2.773 8.215 20.22 -0.025 -0.026 0.05
Si -0.008 10.901 20.45 -0.011 0.014 0.058
Si 2.751 13.514 20.463 -0.011 -0.003 0.068
Si 5.423 -0.117 20.481 0.041 0 0.017
Si 8.319 2.673 20.387 0.032 -0.043 0.018
Si 5.393 5.456 20.266 -0.007 0.045 0.025
Si 8.206 8.078 20.338 0.032 -0.037 0.081
Si 5.464 10.868 20.339 -0.008 0.007 0.058
Si 8.167 13.67 20.36 -0.026 -0.02 0.045
Si 10.843 -0.085 20.324 0.034 -0.029 0.011
Si 13.518 2.71 20.703 0.034 0.037 0.034
Si 10.913 5.5 20.233 0.02 0.002 0.062
Si 13.59 8.148 20.348 0.033 -0.02 0.036
Si 10.739 10.882 20.215 0.009 0.051 -0.008
Si 13.606 13.667 20.508 -0.016 0.001 -0.001
Si 1.194 14.653 21.795 0.03 0.216 -0.746
Si 4.184 1.545 21.546 -0.196 -0.273 -0.61
Si 1.275 3.921 21.678 0.153 0.217 -0.772
Si 4.357 7.149 21.552 -0.02 -0.186 -0.735
Si 1.648 9.713 21.607 -0.161 -0.062 -0.77
Si 3.906 11.895 21.769 0.188 0.277 -0.746
Si 7.129 15.223 21.813 -0.327 -0.304 -0.618
Si 9.449 1.076 21.787 0.234 0.338 -0.613
Si 6.534 3.757 21.357 0.218 0.213 -0.766
Si 9.87 7.017 21.659 -0.297 -0.115 -0.754
Si 6.664 9.278 21.569 0.105 0.149 -0.792
Si 9.681 12.437 21.627 -0.193 -0.179 -0.751
Si 11.875 14.694 21.762 0.277 0.196 -0.673
Si -1.071 1.758 22.077 -0.388 -0.454 -0.615
Si 12.28 4.443 21.789 -0.158 -0.355 -0.732
Si 14.666 6.517 21.676 0.135 0.227 -0.828
Si 11.911 9.346 21.444 0.14 -0.048 -0.7
Si -1.112 12.532 21.781 -0.044 -0.169 -0.812
Si 0.768 13.401 31.857 0.15 -0.087 -0.111
Si -0.537 14.375 29.457 -0.129 0.105 0.046
Si 3.831 -0.088 31.586 0.003 0.183 -0.027
Si 1.97 5.357 28.541 0.04 0.04 -0.021
Si 7.406 8.265 29.612 0.024 -0.046 0.052
Si 8.018 10.991 23.869 -0.088 -0.039 -0.101
Si 8.09 4.114 25.867 0.08 -0.058 0.069
Si 4.666 12.57 27.387 -0.112 -0.035 -0.009
Si 11.897 12.826 28.058 0.071 0.167 -0.002
Si 13.619 10.673 23.623 -0.019 -0.005 -0.02
Si 8.924 5.826 28.368 -0.028 -0.132 0.205
Si 11.714 15.884 27.116 0 -0.165 -0.034
Si 6.037 3.764 24.024 -0.064 -0.066 0.099
Si 8.694 9.175 26.101 -0.023 0.027 -0.09
Si 6.858 1.541 25.588 -0.015 -0.058 0.01
Si 10.79 6.921 26.51 -0.047 -0.058 -0.042
Si 5.416 2.499 30.901 -0.037 0.121 -0.019
Si 5.569 8.774 25.54 0.131 0.083 -0.084
Si 4.065 14.94 28.94 -0.033 -0.069 0.061
Si 7.952 15.031 24.61 -0.124 0.158 -0.102
Si 3.615 7.006 24.513 -0.026 -0.056 -0.077
Si 5.991 2.007 28.273 -0.198 -0.035 -0.068
Si 13.576 12.494 30.509 -0.055 0.006 0.062
Si 1.737 2.92 26.469 -0.173 0.033 -0.035
Si 13.563 8.003 26.825 0.142 0.089 0.041
Si 13.779 11.025 26.39 -0.155 -0.086 0.157
Si 12.183 2.872 31.46 -0.055 0.052 0.246
Si 10.76 16.13 24.07 0.074 0.199 0.002
Si 5.156 11.541 24.556 -0.003 0.052 0.022
Si -0.267 1.606 24.952 -0.085 0.032 -0.143
Si 8.89 10.358 31.289 -0.032 0.081 0.154
Si 10.372 5.223 24.063 0.045 0.097 -0.221
Si 2.441 0.23 23.868 0.053 0.048 -0.154
Si 0.486 13.99 26.891 0 0.114 -0.075
Si 9.283 11.224 28.287 0.023 0.046 0.073
Si 14.329 5.176 31.477 0.06 -0.095 0.115
Si -0.631 10.788 31.118 -0.015 -0.104 0.057
Si 7.559 13.587 27.219 0.09 0.092 0.089
Si 5.169 9.699 28.349 0.027 0.008 -0.015
Si -1.28 8.021 24.285 -0.05 0.014 -0.021
Si 0.543 9.545 28.836 -0.011 -0.079 0.014
Si -0.856 6.798 28.925 0.045 -0.023 0.046
Si 1.342 8.953 24.562 -0.034 -0.051 -0.126
Si 2.666 0.016 26.782 -0.037 0.022 -0.093
Si 10.524 1.32 29.5 -0.026 0.022 0.034
Si -1.434 15.938 27.098 0.019 -0.097 0.034
Si 2.961 7.931 29.066 0.072 -0.16 -0.007
Si 8.029 3.316 29.585 -0.05 0.071 0.135
Si 5.681 7.207 31.656 -0.09 0.095 0.231
Si 3.05 4.301 24.278 -0.009 -0.05 -0.028
Si 2.897 6.027 31.161 0.052 -0.014 -0.063
Si 0.422 11.271 26.206 0.094 -0.117 0.056
Si 8.976 16.031 31.567 -0.004 0.093 0.079
Si 7.005 15.523 29.324 -0.003 0.038 -0.074
Si 1.367 14.958 5.426 0.007 -0.006 -0.005
Si 4.101 1.35 5.461 -0.003 0.001 -0.01
Si 1.356 4.128 5.49 0.021 0.008 0.01
Si 4.077 6.817 5.427 0.004 0.005 -0.013
Si 1.355 9.535 5.446 -0.018 -0.006 -0.008
Si 4.071 12.243 5.427 -0.003 -0.003 -0.018
Si 6.8 14.938 5.465 0.016 -0.008 0.005
Si 9.526 1.333 5.449 -0.027 -0.016 -0.006
Si 6.809 4.063 5.433 0.005 0.007 -0.015
Si 9.504 6.814 5.437 0.006 0.01 -0.001
Si 6.809 9.484 5.418 0.002 -0.006 -0.003
Si 9.541 12.195 5.45 0.013 0.023 0.002
Si 12.235 14.948 5.474 0.014 0.001 0.001
Si 14.965 1.389 5.489 -0.003 -0.002 -0.002
Si 12.244 4.102 5.439 0 -0.016 -0.004
Si 14.92 6.825 5.457 -0.026 -0.008 0.005
Si 12.231 9.507 5.447 0 -0.008 0.005
Si 14.97 12.26 5.429 0.002 -0.002 -0.004
Si 2.724 -0.007 6.799 0.004 -0.001 0.003
Si 5.451 2.72 6.811 0.003 -0.005 -0.003
Si 2.726 5.479 6.822 -0.027 0.009 0.006
Si 5.445 8.152 6.797 0.008 -0.005 -0.001
Si 2.719 10.888 6.801 0.005 -0.007 -0.001
Si 5.428 13.587 6.808 -0.01 0.015 0.007
Si 8.166 -0.018 6.813 0.011 -0.002 0.004
Si 10.883 2.722 6.79 -0.006 -0.005 -0.005
Si 8.162 5.432 6.793 0.003 -0.008 0
Si 10.87 8.157 6.808 -0.001 -0.004 0.003
Si 8.158 10.852 6.793 0 -0.007 -0.001
Si 10.877 13.579 6.815 -0.005 0 0.002
Si 13.598 0.005 6.817 -0.001 -0.013 0.001
Si 0.014 2.738 6.835 0.014 -0.004 0.001
Si 13.584 5.454 6.821 -0.008 0.028 0
Si -0.01 8.173 6.8 0.015 -0.005 0.003
Si 13.604 10.885 6.783 -0.004 -0.001 -0.008
Si 0.005 13.61 6.798 -0.009 0.007 -0.005
Si 1.371 1.357 8.168 -0.006 0.001 0
Si 4.08 4.084 8.159 -0.006 -0.004 -0.009
Si 1.355 6.825 8.171 0.023 0.007 0.003
Si 4.085 9.523 8.153 0.009 0.005 0.001
Si 1.357 12.244 8.159 -0.001 -0.004 0.004
Si 4.079 14.958 8.164 -0.009 -0.016 0.001
Si 6.81 1.357 8.165 0.004 0.008 -0.003
Si 9.524 4.078 8.155 -0.001 0.011 0
Si 6.798 6.786 8.156 -0.011 -0.005 0.002
Si 9.518 9.515 8.168 0.004 0.004 0.009
Si 6.8 12.224 8.152 0.004 -0.005 -0.003
Si 9.519 14.943 8.171 -0.011 -0.013 0.007
Si 12.234 1.365 8.164 -0.004 -0.005 0.003
Si 14.959 4.096 8.173 -0.004 0 0.001
Si 12.226 6.805 8.176 -0.022 -0.021 0.012
Si 14.952 9.529 8.157 -0.01 -0.006 -0.002
Si 12.252 12.234 8.162 0.012 0.018 0.003
Si 14.967 14.966 8.164 0.018 0.017 0.007
Si 0.003 0.004 9.524 0.002 -0.011 0.003
Si 2.726 2.722 9.521 0.01 0.004 0.003
Si 0.002 5.452 9.528 0.009 0.003 0.002
Si 2.722 8.173 9.524 -0.018 -0.003 0.005
Si -0.006 10.886 9.517 -0.003 -0.006 0
Si 2.715 13.603 9.52 0.004 0.011 0.007
Si 5.441 0 9.518 -0.004 0.007 0.003
Si 8.165 2.719 9.521 -0.001 -0.011 -0.002
Si 5.44 5.434 9.523 0.007 0.004 0.002
Si 8.158 8.149 9.516 0.006 -0.001 0.002
Si 5.44 10.877 9.52 -0.003 -0.003 0.003
Si 8.154 13.588 9.52 0.003 0.007 0.001
Si 10.879 -0.004 9.52 -0.006 -0.001 -0.003
Si 13.602 2.723 9.522 0 0.006 -0.001
Si 10.875 5.435 9.525 0.004 -0.006 0.003
Si 13.598 8.168 9.521 0.003 0.007 -0.007
Si 10.885 10.879 9.519 -0.011 -0.002 -0.001
Si 13.607 13.601 9.519 -0.009 -0.014 -0.004
Si 1.357 14.962 10.882 -0.003 0 -0.004
Si 4.083 1.361 10.881 -0.001 -0.001 0
Si 1.36 4.078 10.879 -0.002 -0.007 -0.002
Si 4.075 6.795 10.876 0.008 -0.008 -0.006
Si 1.353 9.528 10.878 0.012 0.009 0
Si 4.078 12.245 10.874 -0.005 -0.005 -0.001
Si 6.798 14.957 10.876 0.002 -0.007 -0.001
Si 9.519 1.353 10.879 0.001 0.011 0.004
Si 6.798 4.073 10.883 -0.01 0.005 0.003
Si 9.518 6.795 10.88 -0.008 -0.007 0.001
Si 6.8 9.512 10.874 0.004 -0.005 -0.004
Si 9.527 12.241 10.878 0.002 -0.003 0.002
Si 12.247 14.962 10.876 0.004 0.006 0
Si 14.963 1.363 10.883 0.006 -0.007 0
Si 12.241 4.079 10.879 -0.018 0.008 -0.001
Si 14.96 6.811 10.882 -0.009 0.002 0.001
Si 12.244 9.525 10.883 0 -0.003 0.003
Si 14.961 12.244 10.884 0.009 0.003 0.003
Si 2.712 0.008 12.235 0.006 -0.002 -0.004
Si 5.439 2.714 12.249 0.004 -0.005 0.007
Si 2.72 5.43 12.24 -0.002 0.007 -0.006
Si 5.436 8.153 12.231 -0.006 -0.001 0.003
Si 2.707 10.894 12.229 -0.007 -0.01 -0.005
Si 5.434 13.606 12.235 0 0.005 0.002
Si 8.158 -0.005 12.24 -0.007 -0.004 -0.002
Si 10.885 2.71 12.232 0.004 -0.008 -0.002
Si 8.16 5.433 12.236 0.012 0.007 0.004
Si 10.889 8.153 12.231 -0.008 -0.001 -0.003
Si 8.164 10.877 12.226 -0.003 -0.004 -0.001
Si 10.887 13.607 12.237 -0.003 0.004 -0.005
Si 13.609 -0.004 12.24 -0.01 -0.001 0
Si 0.005 2.718 12.245 0.007 0.018 0.003
Si 13.602 5.441 12.233 0.007 -0.007 -0.002
Si -0.001 8.169 12.246 0.006 0.002 0.001
Si 13.602 10.887 12.247 -0.007 -0.002 -0.002
Si -0.003 13.607 12.243 0.004 0.001 0.003
Si 1.358 1.355 13.616 0.004 -0.018 -0.003
Si 4.063 4.059 13.612 0.007 0.009 0.003
Si 1.358 6.792 13.592 0.017 -0.014 0.003
Si 4.067 9.526 13.566 -0.011 0.005 -0.01
Si 1.351 12.247 13.6 0.009 0.003 -0.005
Si 4.066 14.968 13.59 -0.019 0.013 -0.008
Si 6.799 1.349 13.606 0 0 0.009
Si 9.528 4.071 13.585 -0.008 -0.002 -0.005
Si 6.792 6.787 13.59 -0.005 0.003 0.002
Si 9.532 9.519 13.576 0.008 -0.012 -0.005
Si 6.805 12.244 13.578 0.009 -0.01 0
Si 9.527 14.964 13.599 0.006 -0.001 0.01
Si 12.244 1.352 13.593 -0.012 0.014 -0.009
Si 14.956 4.078 13.591 -0.011 0.012 -0.005
Si 12.251 6.799 13.597 -0.004 0.002 0.005
Si 14.961 9.53 13.611 0 -0.002 0.008
Si 12.254 12.263 13.604 -0.014 0.001 0.004
Si 14.968 14.967 13.612 0.011 -0.013 -0.008
Si 0.002 0 14.986 -0.006 0.011 -0.002
Si 2.709 2.7 14.998 0.001 0.014 0.008
Si -0.004 5.43 14.95 -0.004 -0.008 -0.002
Si 2.715 8.171 14.929 0.004 0.012 0.002
Si -0.013 10.906 14.973 0.02 -0.002 0.003
Si 2.701 13.621 14.95 0.007 -0.003 0.004
Si 5.412 0 14.96 0.01 -0.011 -0.004
Si 8.181 2.707 14.948 0.008 0.009 -0.002
Si 5.433 5.419 14.951 -0.004 -0.003 0.006
Si 8.168 8.157 14.919 0.009 -0.001 0.006
Si 5.421 10.891 14.912 -0.016 -0.019 -0.006
Si 8.164 13.597 14.946 -0.014 0.001 0.001
Si 10.893 0 14.964 0.002 -0.007 0
Si 13.605 2.707 14.946 0.011 0 -0.013
Si 10.901 5.417 14.94 -0.006 0.005 0.003
Si 13.609 8.155 14.967 -0.006 -0.002 0.007
Si 10.888 10.888 14.931 -0.003 -0.006 -0.001
Si 13.614 13.619 14.983 -0.008 0.014 0.003
O 0.101 2.879 22.088 0.094 0.103 0.045
O 8.09 0.206 22.048 -0.026 0.042 0.234
O 2.977 5.667 25.143 -0.248 0.096 0.479
O 0.858 2.525 33.128 0.124 -0.115 -0.312
O 10.443 6.078 27.867 0.408 -0.023 0.248
O 1.321 10.427 25.183 0.34 0.489 0.028
O 8.933 11.978 22.995 -0.137 0.391 0.497
O 2.128 5.768 32.539 -0.195 -0.666 0.027
O 7.017 2.923 30.816 0.441 0.267 0.284
O -0.89 14.628 26.284 -0.104 -0.338 -0.701
O 3.205 -0.086 25.255 0.406 -0.12 0.08
O 9.459 15.176 24.053 -0.007 -0.583 -0.011
O 9.224 2.261 29.351 0.077 0.07 -0.374
O 9.022 5.144 33.129 0.053 -0.037 -0.338
O 1.147 8.967 22.959 -0.228 -0.436 -0.043
O 5.421 2.599 21.724 0.082 -0.203 -0.082
O 13.263 12.211 32.067 0.008 -0.325 -0.297
O 10.902 13.418 22.076 0.241 -0.086 0.146
O 5.534 8.184 22.022 0.09 -0.053 0.526
O 9.073 9.81 27.542 0.217 -0.261 0.446
O 3.619 10.636 33.054 -0.119 0.131 -0.289
O 0.056 13.571 22.301 -0.147 -0.126 0.547
O 9.589 14.897 32.508 -0.258 -0.133 -0.406
O -1.03 6.985 23.095 0.333 -0.128 0.365
O 0.732 7.883 33.218 -0.004 -0.097 -0.305
O 13.23 4.048 31.117 -0.087 -0.012 -0.294
O 11.501 14.319 27.543 -0.372 -0.05 0.081
O 11.188 5.98 25.249 0.404 -0.179 0.019
O 10.665 11.849 27.767 0.112 -0.155 -0.511
O 6.597 4.486 25.346 -0.449 0.624 0.419
O 2.713 8.25 24.961 0.04 0.25 0.215
O 14.41 11.972 23.083 0.144 0.347 0.554
O 4.341 12.086 25.863 -0.481 -0.149 -0.092
O 12.232 12.726 29.646 -0.584 0.022 0.445
O 8.693 4.805 29.618 0.297 0.231 0.418
O -0.798 4.43 32.291 0.346 0.266 -0.296
O 3.405 1.147 22.939 -0.156 -0.146 0.15
O 2.445 7.463 30.536 -0.071 0.237 0.353
O 0.022 13.374 28.318 0.151 -0.609 0.134
O 13.303 16.109 27.187 -0.019 0.292 0.199
O 8.138 8.983 30.866 -0.045 -0.418 0.505
O 6.2 2.156 24.245 0.016 -0.599 -0.437
O 3.269 15.525 30.229 -0.706 -0.049 -0.148
O -0.263 12.161 31.882 -0.149 0.023 0.167
O 2.85 3.09 25.31 0.251 -0.546 -0.201
O 0.324 14.407 33.006 0.327 0.048 -0.067
O 11.754 7.979 33.108 0.029 -0.113 -0.594
O 3.573 6.758 22.917 -0.457 -0.502 0.122
O 7.76 15.407 30.731 -0.324 -0.238 0.128
O 9.585 6.254 23.072 -0.404 -0.152 0.45
O 2.001 1.458 27.111 -0.298 -0.128 0.579
O 12.419 10.303 22.64 -0.23 0.354 0.407
O 2.587 0.635 32.336 -0.073 -0.085 -0.358
O 1.976 4.339 23.082 -0.182 0.374 0.32
O 4.745 3.507 32.003 -0.231 0.428 -0.171
O 9.259 4.321 24.777 -0.172 -0.131 -0.25
O 12.857 1.685 32.331 -0.015 -0.199 -0.393
O 7.93 14.816 28.203 0.602 0.161 -0.211
O -1.822 -0.207 33.207 -0.086 -0.151 -0.541
O 9.318 11.071 29.901 0.114 0.347 0.067
O 8.097 13.893 25.741 0.162 -0.444 -0.242
O 12.885 10.886 25.048 -0.654 0.05 -0.218
O -0.979 9.67 32.238 -0.287 -0.216 -0.283
O 2.055 15.191 23.078 0.154 -0.335 0.372
O 14.441 11.156 30.13 -0.05 -0.395 -0.661
O 1.906 8.88 28.337 0.078 0.338 -0.327
O 10.166 0.208 30.612 0.575 -0.129 0.201
O 5.228 8.63 32.3 0.401 0.14 -0.445
O 6.95 6.655 32.467 -0.044 0.328 -0.297
O 0.674 14.329 30.534 0.48 0.484 0.044
O 6.971 14.646 23.354 -0.532 -0.491 0.382
O 6.429 2.364 33.479 0.061 -0.09 -0.12
O 10.262 1.159 23.243 0.165 0.39 0.409
O 10.901 3.452 32.289 -0.255 -0.192 -0.264
O 11.588 13.51 33.354 -0.165 0.029 -0.409
O 0.254 10.583 27.651 -0.332 0.348 0.172
O 10.904 8.221 22.071 0.159 -0.019 0.264
O -1.114 11.464 25.772 0.054 0.4 -0.394
O 13.91 9.571 27.116 0.094 0.149 0.522
O 11.991 15.46 23.222 0.4 0.217 0.252
O 7.044 3.239 28.305 -0.072 0.333 -0.514
O 1.029 0.909 24.263 -0.077 0.093 -0.325
O 3.053 6.553 28.176 0.284 -0.198 -0.393
O 6.979 4.297 22.827 0.433 0.192 0.303
O 5.685 1.655 26.733 -0.577 -0.007 -0.088
O 0.301 2.97 25.673 -0.403 0.564 -0.125
O 4.462 6.158 31.57 -0.013 -0.247 0.347
O 7.141 8.78 25.874 0.005 -0.396 0.224
O 8.002 11.381 32.2 -0.228 -0.135 -0.288
O 1.554 15.188 27.02 -0.057 0.144 0.386
O 2.447 4.918 30.055 0.017 -0.668 0.095
O 10.956 0.563 28.142 -0.289 0.22 -0.123
O 6.776 11.776 24.583 0.271 0.33 0.428
O 9.555 7.824 25.976 -0.219 -0.185 -0.08
O 4.453 15.044 32.467 0.028 -0.223 -0.214
O 3.635 13.523 28.233 -0.562 -0.304 0.173
O 8.396 0.908 32.475 0.022 0.027 -0.383
O 4.229 8.876 29.361 0.048 0.195 0.509
O 6.335 13.287 33.1 -0.193 0.167 -0.632
O 1.93 4.068 27.581 0.307 -0.02 -0.064
O 5.584 14.789 29.467 -0.015 -0.575 0.536
O 8.341 7.29 28.738 0.163 0.255 -0.441
O 4.898 11.282 28.334 -0.228 0.17 0.606
O 4.808 9.068 26.922 -0.617 0.022 0.051
O 8.264 5.155 27.068 -0.242 0.334 -0.299
O 5.124 7.327 24.988 0.502 -0.433 0.078
O 2.753 10.799 22.125 -0.006 0.183 0.575
O 14.336 6.938 27.77 -0.082 -0.25 -0.273
O 13.197 12.212 27.306 0.149 0.428 0.002
O 14.97 1.632 23.717 -0.271 -0.11 0.344
O -0.874 15.769 28.652 0.047 0.507 0.247
O 8.109 2.482 26.042 0.563 -0.245 0.284
O 5.051 9.919 24.507 -0.28 -0.16 -0.39
O 5.043 0.979 31.37 0.383 -0.165 0.022
O 10.154 9.893 32.195 0.335 0.32 -0.216
O 1.108 12.736 26.119 0.38 0.078 -0.439
O 6.224 7.329 30.156 -0.224 -0.324 -0.342
O 8.101 12.21 27.828 -0.231 -0.048 0.073
O 0.481 6.004 28.477 -0.203 0.003 -0.424
O 11.979 7.878 26.987 -0.088 0.469 0.161
O 8.986 10.287 24.959 0.434 0.257 -0.248
O 11.727 2.246 30.048 0.445 0.249 -0.558
O 6.71 9.449 28.752 0.352 0.276 -0.081
O 4.559 12.253 23.228 0.2 0.489 0.131
O 0.648 10.373 30.223 0.461 0.035 0.065
O 6.758 0.733 28.911 0.217 0.068 -0.084
O -0.888 0.859 26.238 0.158 0.102 0.379
O -1.449 5.964 30.179 0.16 -0.012 0.001
O 3.899 16.068 27.787 0.293 0.188 -0.108
O 13.51 5.46 22.127 0.046 0.042 0.492
O 14.68 9.456 23.635 0.061 -0.034 -0.366
O 5.966 13.477 27.157 -0.099 0.505 -0.426
O 7.371 0.042 25.339 -0.128 -0.029 0.263
O -0.495 8.355 29.21 -0.353 0.216 0.422
O 4.531 4.179 23.683 0.089 0.12 -0.154
O 11.399 4.311 23.172 -0.169 -0.403 0.444
O 13.627 6.289 32.4 0.182 0.177 -0.315
O 2.198 12.735 32.233 0.341 -0.062 -0.641
O 13.875 7.588 25.291 -0.162 -0.633 -0.144
O 11.214 -0.042 25.618 0.133 0.232 0.142
O 0.079 8.134 25.156 0.023 -0.257 0.533
O 14.456 13.832 30.208 -0.035 0.323 -0.131
O 7.405 9.851 22.895 0.045 -0.03 0.33
O 4.853 2.497 29.344 -0.646 0.301 -0.232

Results
total energy: -101649.279 eV
total energy less fixed offsets of O -438.35, Si -107.03 eV per atom: 3.921 eV
